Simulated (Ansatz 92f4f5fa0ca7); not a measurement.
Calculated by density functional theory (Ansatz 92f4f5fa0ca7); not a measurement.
Periodic cell of 447 atoms, Si304O143, from a study of silicon, its oxide and their interface. The atomic structure is a simulated model.
Doubt: the cutoff is far below the 930 eV that the study's wrapper takes by default for these files, so forces and energies are approximate.
This geometry differs little from another in the collection (a relaxation step or a small displacement).

Settings: functional PBE; potential files Ansatz PAW; basis plane waves; wave-function cutoff 580 eV; density cutoff ratio 5; exchange-correlation grid ratio 1; k mesh 1 x 1 x 1, Gamma-centred; self-consistency stop 5e-08 eV per atom in the density residual; occupations fixed; spin none; net charge 0.

Cell vectors (angstrom)
a	15.4691	0	0
b	0	15.4691	0
c	-2.03	-4.9548	33.5904

Atoms and the computed forces on them: element, x, y, z (angstrom), force x, y, z (eV/angstrom)
Si	-1.367	-4.917	23.572	-0.002	0	-0.006
Si	-1.219	-1.098	23.613	-0.009	0.003	-0.006
Si	-1.424	-12.675	23.368	0.008	0.001	0.022
Si	-1.356	-8.778	23.501	-0.005	-0.002	-0.003
Si	1.038	-4.93	23.581	-0.006	0.001	0.002
Si	1.159	-1.101	23.666	-0.002	-0.001	0.01
Si	0.999	-12.719	23.237	0.003	0	-0.004
Si	1.07	-8.823	23.472	-0.004	0.001	0.017
Si	6.442	-4.959	23.533	0.013	-0.006	-0.004
Si	6.503	-1.121	23.401	-0.013	0.006	-0.001
Si	6.331	-12.66	23.33	0.015	0.007	0.008
Si	6.344	-8.839	23.698	-0.014	0.006	-0.011
Si	-6.62	-4.945	23.354	-0.014	-0.005	0.008
Si	-6.533	-1.067	23.366	0.005	0.002	0.004
Si	-6.665	-12.618	23.347	-0.011	-0.003	0
Si	-6.687	-8.855	23.518	0.008	-0.005	0.016
Si	-1.902	-3.005	24.833	0.003	0.001	0.01
Si	-1.953	0.88	24.674	0.007	-0.009	0.004
Si	-1.975	-10.753	24.664	0.007	0.008	0.002
Si	-1.955	-6.868	24.749	0.003	-0.005	0.007
Si	1.759	-3.048	24.826	0.004	0.003	-0.001
Si	1.736	0.936	24.66	-0.001	-0.004	0.003
Si	1.713	-10.82	24.567	-0.003	0.005	0.001
Si	1.718	-6.895	24.713	0.002	-0.008	-0.002
Si	5.866	-3.002	24.726	0.001	-0.007	0.011
Si	5.813	0.843	24.579	0.004	-0.001	0.008
Si	5.792	-10.834	24.787	0.005	-0.018	-0.001
Si	5.802	-6.856	24.809	0.001	0.012	0.006
Si	-5.965	-3.017	24.617	0.001	-0.015	0.006
Si	-6.014	0.901	24.601	-0.001	0.01	0.007
Si	-6.05	-10.771	24.725	0	-0.007	0.004
Si	-6.015	-6.869	24.647	-0.005	0.017	-0.002
Si	-3.98	-3.014	25.965	-0.002	0.002	0.002
Si	-3.994	0.866	25.915	-0.002	0	0.004
Si	-3.992	-10.764	25.946	-0.005	-0.001	0.002
Si	-4.002	-6.882	25.95	0.004	-0.006	0.007
Si	-0.077	-3.022	26.299	-0.008	-0.003	0.005
Si	-0.104	0.905	26.161	-0.008	0.003	0.006
Si	-0.103	-10.791	26.118	-0.004	-0.004	0.004
Si	-0.109	-6.891	26.214	-0.006	0.005	0.007
Si	3.824	-3.025	25.99	0.007	0.003	0.004
Si	3.787	0.868	25.898	0.006	-0.001	0.002
Si	3.715	-10.789	25.931	0	0.004	0.005
Si	3.744	-6.872	25.991	0.009	-0.003	0.008
Si	7.704	-3.011	26.173	0	0.005	-0.003
Si	7.63	0.849	26.111	-0.003	-0.005	0.001
Si	7.628	-10.797	26.246	0	0.004	0.003
Si	7.674	-6.883	26.216	-0.006	-0.003	0.002
Si	-3.966	-4.953	27.363	-0.002	0	0
Si	-3.988	-1.067	27.346	0.003	-0.001	0.004
Si	-3.964	-12.692	27.353	-0.002	0.003	0
Si	-3.984	-8.825	27.349	0.002	0.003	0.005
Si	-0.085	-4.975	27.57	0.004	0.003	0
Si	-0.09	-1.034	27.521	0.004	-0.006	0.001
Si	-0.095	-12.67	27.52	0.003	0.001	-0.003
Si	-0.099	-8.857	27.485	0.006	-0.001	0.002
Si	3.788	-4.95	27.395	0	0.002	0
Si	3.78	-1.061	27.342	-0.005	-0.003	0.003
Si	3.771	-12.699	27.352	0.002	-0.002	0.002
Si	3.752	-8.84	27.345	-0.003	0	0.004
Si	7.675	-4.941	27.522	0.002	0.002	-0.003
Si	7.653	-1.071	27.482	-0.004	-0.001	-0.001
Si	7.643	-12.735	27.528	0.002	0.003	-0.006
Si	7.635	-8.83	27.528	-0.003	-0.005	0.007
Si	-2.066	-4.959	28.816	0.006	0	-0.001
Si	-2.069	-1.076	28.793	0.003	-0.001	-0.002
Si	-2.061	-12.687	28.803	0.004	0	0.001
Si	-2.064	-8.83	28.788	0	0.001	0.001
Si	1.884	-4.954	28.828	-0.007	-0.001	0.001
Si	1.877	-1.074	28.801	-0.004	0.002	0.001
Si	1.871	-12.693	28.804	-0.01	0.001	0.003
Si	1.857	-8.829	28.796	-0.003	0.001	0.002
Si	5.702	-4.956	28.809	0	0	0.005
Si	5.687	-1.08	28.788	0.008	0.001	-0.001
Si	5.673	-12.693	28.804	0.002	0	0.005
Si	5.661	-8.825	28.799	0.008	0	-0.005
Si	9.618	-4.952	28.819	-0.004	-0.002	0.004
Si	9.595	-1.077	28.802	-0.003	0.001	0
Si	9.608	-12.698	28.807	-0.004	0	0.004
Si	9.599	-8.825	28.81	-0.007	-0.001	-0.003
Si	0	1.934	2.05	-0.012	-0.125	-0.248
Si	0	5.801	2.05	-0.07	0.194	-0.215
Si	0	-5.801	2.05	-0.025	-0.098	0.169
Si	0	-1.934	2.05	0.042	-0.116	0.117
Si	3.867	1.934	2.05	0.12	-0.091	-0.181
Si	3.867	5.801	2.05	0.159	0.192	-0.045
Si	3.867	-5.801	2.05	0.102	-0.106	0.285
Si	3.867	-1.934	2.05	0.141	-0.037	0.122
Si	7.734	1.934	2.05	-0.275	-0.023	-0.23
Si	7.734	5.801	2.05	-0.203	0.179	-0.121
Si	7.734	-5.801	2.05	-0.248	-0.161	0.147
Si	7.734	-1.934	2.05	-0.385	0.056	-0.083
Si	11.602	1.934	2.05	0.236	-0.067	-0.305
Si	11.602	5.801	2.05	0.036	0.264	-0.091
Si	11.602	-5.801	2.05	0.111	-0.078	0.191
Si	11.602	-1.934	2.05	0.246	0.053	-0.085
Si	-1.923	1.883	3.407	0.001	-0.001	0.002
Si	-1.929	5.872	3.409	0.002	-0.005	0.005
Si	-1.925	-5.783	3.463	0.002	0	-0.004
Si	-1.924	-1.958	3.448	0.001	0.004	0.001
Si	1.938	1.932	3.372	0.003	0.003	0.003
Si	1.932	5.776	3.377	0.004	0	0.003
Si	1.932	-5.878	3.424	-0.001	0.004	0.004
Si	1.947	-1.965	3.417	0.003	-0.001	0.003
Si	5.793	1.902	3.431	0	0.002	0.005
Si	5.803	5.85	3.444	-0.002	-0.009	0.004
Si	5.797	-5.777	3.49	-0.001	0.001	-0.001
Si	5.792	-1.954	3.478	-0.003	-0.001	0.003
Si	9.669	1.987	3.339	-0.002	0.006	0.003
Si	9.655	5.844	3.379	-0.003	-0.006	0.005
Si	9.656	-5.839	3.399	-0.004	0.006	0.002
Si	9.66	-1.869	3.344	0	-0.007	0.006
Si	-1.883	-0.042	4.837	0.005	-0.001	0.003
Si	-1.894	3.88	4.631	-0.001	-0.001	0.006
Si	-1.936	-7.693	4.882	-0.007	0.004	-0.001
Si	-1.924	-3.864	4.884	-0.003	-0.003	0.008
Si	1.961	0.022	4.72	-0.005	-0.002	0.005
Si	1.943	3.857	4.716	-0.008	-0.005	0.007
Si	1.91	-7.847	4.811	0.002	0.002	-0.002
Si	1.967	-3.941	4.755	0	-0.004	0
Si	5.807	-0.018	4.868	0.003	0.002	0.001
Si	5.772	3.872	4.729	-0.001	0	-0.001
Si	5.789	-7.701	4.912	-0.003	0.007	-0.001
Si	5.781	-3.86	4.946	0.005	-0.004	-0.005
Si	9.673	0.088	4.663	0.006	-0.003	0.001
Si	9.662	3.908	4.669	0.004	-0.002	0.001
Si	9.635	-7.763	4.83	0.001	0.001	0.004
Si	9.615	-3.828	4.594	0.005	0.001	-0.005
Si	0.113	-0.03	6.171	-0.003	0.004	0.004
Si	-0.006	3.849	6.013	0.003	0.013	-0.003
Si	0.011	-7.825	6.275	0.001	-0.002	0.003
Si	0.101	-3.914	6.207	0.001	0.009	-0.007
Si	3.809	-0.009	6.189	0.003	-0.008	-0.002
Si	3.842	3.85	6.1	0.003	-0.003	0.002
Si	3.806	-7.869	6.252	0.006	-0.008	-0.009
Si	3.786	-3.986	6.312	0	0.015	-0.002
Si	7.836	0.096	6.126	-0.009	-0.006	-0.007
Si	7.735	3.903	6.008	-0.001	0.006	0.003
Si	7.745	-7.66	6.31	0.002	0.01	0.007
Si	7.852	-3.745	6.146	0.001	0.01	0
Si	-3.916	0.009	6.057	0.004	-0.001	-0.002
Si	-3.825	3.921	5.909	0.001	0.003	0.001
Si	-3.911	-7.728	6.229	-0.001	0.003	-0.001
Si	-4.029	-3.835	6.018	0.006	0.002	-0.015
Si	0.06	1.989	7.432	-0.001	-0.017	0.004
Si	-0.044	5.604	7.585	-0.014	-0.01	-0.008
Si	0.714	-5.863	7.442	0.003	-0.009	-0.024
Si	0.775	-1.971	7.419	0.021	0	-0.015
Si	3.805	1.969	7.518	-0.018	0.011	0
Si	3.836	5.633	7.676	-0.002	-0.016	0.005
Si	3.154	-6.025	7.567	-0.009	0.005	0.006
Si	3.18	-1.953	7.403	-0.016	0.002	0.004
Si	7.8	2.044	7.47	0.003	0.009	0.003
Si	7.704	5.729	7.494	0.007	-0.016	0.001
Si	8.408	-5.615	7.492	0.006	-0.009	-0.005
Si	8.472	-1.769	7.398	0.006	-0.012	0.013
Si	-3.852	2.019	7.26	-0.007	-0.005	0
Si	-3.785	5.688	7.457	0	0.001	-0.01
Si	-4.641	-5.727	7.323	-0.005	-0.01	0.012
Si	-4.568	-1.89	7.282	-0.023	0.012	0
Si	-1.964	2.394	8.567	0.012	0.008	-0.016
Si	-1.969	4.856	8.807	0.007	0.011	0.002
Si	1.901	2.581	8.843	0.004	-0.013	-0.009
Si	1.837	5.049	8.91	0.008	-0.002	0.002
Si	5.801	2.407	8.675	0.005	0.005	-0.007
Si	5.854	4.892	8.763	-0.004	0.009	-0.013
Si	-5.655	2.747	8.555	0.002	-0.002	-0.012
Si	-5.756	5.148	8.563	-0.006	0.001	0.01
Si	-3.068	-2.26	9.031	-0.013	0.004	0
Si	-2.03	-6.888	30.172	-0.215	-0.131	-0.029
Si	-2.03	-3.021	30.172	-0.219	0.101	-0.066
Si	-2.03	-14.623	30.172	-0.241	0.029	0.003
Si	-2.03	-10.756	30.172	-0.249	0.026	-0.025
Si	1.837	-6.888	30.172	0.22	-0.125	0.024
Si	1.837	-3.021	30.172	0.205	0.143	0.015
Si	1.837	-14.623	30.172	0.232	0.022	0.058
Si	1.837	-10.756	30.172	0.233	-0.014	-0.021
Si	5.704	-6.888	30.172	-0.18	-0.056	-0.01
Si	5.704	-3.021	30.172	-0.171	0.083	-0.075
Si	5.704	-14.623	30.172	-0.214	-0.029	-0.003
Si	5.704	-10.756	30.172	-0.187	-0.008	-0.026
Si	9.571	-6.888	30.172	0.212	-0.035	0.048
Si	9.571	-3.021	30.172	0.209	0.093	0.009
Si	9.571	-14.623	30.172	0.249	-0.007	0.092
Si	9.571	-10.756	30.172	0.193	-0.051	0.011
Si	-0.096	-6.888	31.539	0.006	0.009	-0.062
Si	-0.096	-3.021	31.539	0.006	0.02	-0.048
Si	-0.096	-14.623	31.539	0.009	-0.016	-0.054
Si	-0.096	-10.756	31.539	0.014	-0.022	-0.067
Si	3.771	-6.888	31.539	-0.007	-0.003	0.057
Si	3.771	-3.021	31.539	-0.023	0.023	0.049
Si	3.771	-14.623	31.539	-0.015	0	0.049
Si	3.771	-10.756	31.539	-0.01	-0.018	0.047
Si	7.638	-6.888	31.539	-0.004	-0.019	-0.048
Si	7.638	-3.021	31.539	0.001	0.013	-0.043
Si	7.638	-14.623	31.539	0.005	0.028	-0.048
Si	7.638	-10.756	31.539	-0.002	-0.012	-0.058
Si	-3.964	-6.888	31.539	-0.007	-0.032	0.06
Si	-3.964	-3.021	31.539	-0.001	0.048	0.06
Si	-3.964	-14.623	31.539	-0.005	0	0.06
Si	-3.964	-10.756	31.539	0.004	-0.024	0.052
Si	-0.096	-4.955	32.906	-0.009	-0.059	0.004
Si	-0.096	-1.088	32.906	-0.011	0.029	0.034
Si	-0.096	-12.689	32.906	-0.018	0.067	0.012
Si	-0.096	-8.822	32.906	-0.003	-0.007	-0.008
Si	3.771	-4.955	32.906	0.004	0.013	-0.021
Si	3.771	-1.088	32.906	0.007	0.04	-0.026
Si	3.771	-12.689	32.906	0.023	-0.017	-0.02
Si	3.771	-8.822	32.906	0.025	-0.041	-0.007
Si	7.638	-4.955	32.906	-0.006	-0.05	0.012
Si	7.638	-1.088	32.906	-0.004	0.004	0.031
Si	7.638	-12.689	32.906	-0.003	0.049	0.023
Si	7.638	-8.822	32.906	0.008	-0.011	0.005
Si	-3.964	-4.955	32.906	-0.006	-0.001	-0.015
Si	-3.964	-1.088	32.906	0.018	0.042	-0.017
Si	-3.964	-12.689	32.906	-0.001	-0.009	-0.008
Si	-3.964	-8.822	32.906	-0.007	-0.027	-0.003
Si	0	0	0.683	0.009	0.048	-0.014
Si	0	3.867	0.683	-0.154	-0.003	0.006
Si	0	-7.734	0.683	-0.035	-0.027	-0.038
Si	0	-3.867	0.683	-0.006	0.02	0.028
Si	3.867	0	0.683	0.057	0.033	-0.013
Si	3.867	3.867	0.683	0.161	-0.018	0.005
Si	3.867	-7.734	0.683	0.107	-0.023	-0.034
Si	3.867	-3.867	0.683	0.033	0.027	0.034
Si	7.734	0	0.683	-0.16	-0.003	-0.031
Si	7.734	3.867	0.683	-0.157	-0.019	0
Si	7.734	-7.734	0.683	-0.166	-0.015	-0.037
Si	7.734	-3.867	0.683	-0.051	0.012	0.044
Si	11.602	0	0.683	0.098	0.003	-0.041
Si	11.602	3.867	0.683	0.148	-0.029	-0.001
Si	11.602	-7.734	0.683	0.089	-0.035	-0.041
Si	11.602	-3.867	0.683	0.03	0.007	0.032
Si	-5.54	-5.276	21.233	-0.006	-0.004	0.005
Si	-4.863	-0.261	20.875	0.001	0.007	-0.002
Si	-5.707	-12.628	21.164	0.003	-0.006	0.004
Si	-5.292	-8.345	20.804	-0.002	0.008	-0.005
Si	-2.488	-4.53	21.542	0.002	-0.002	0.005
Si	-2.077	-1.358	21.466	0.002	0.004	0.016
Si	-2.755	-11.754	20.689	-0.003	0.004	-0.004
Si	-2.157	-8.752	21.293	0.002	-0.006	0.001
Si	2.562	-5.226	20.849	0.007	-0.006	0.001
Si	2.664	-0.878	20.875	0.006	-0.003	-0.007
Si	2.419	-13.188	20.48	0.001	0.002	0
Si	2.342	-8.421	20.55	0.007	0.001	0.001
Si	5.656	-4.651	21.373	0.001	-0.004	-0.006
Si	5.775	-1.585	21.208	-0.01	0.005	-0.008
Si	5.34	-12.391	21.137	-0.003	0.005	-0.001
Si	5.299	-9.374	20.793	-0.006	0.026	0.009
Si	-0.82	-6.414	10.085	-0.014	-0.013	0.006
Si	-0.269	-1.4	9.433	0.026	-0.017	0.003
Si	5.019	-4.467	10.946	-0.003	-0.001	0
Si	4.206	-2.058	9.501	-0.009	-0.008	-0.01
Si	7.753	-4.876	9.696	-0.004	-0.002	0.001
Si	7.418	-1.79	9.523	0.004	0.002	-0.016
Si	-3.372	-5.21	9.2	-0.018	-0.014	0.002
Si	0.521	-6.193	16.978	-0.001	-0.004	0.007
Si	-0.449	0.468	16.759	0	-0.002	0.002
Si	0.182	-10.921	16.207	-0.001	0.005	-0.002
Si	3.576	-6.933	10.712	-0.007	-0.001	0.011
Si	6.443	-3.404	13.529	-0.001	0	-0.011
Si	-2.435	4.893	11.161	0.005	-0.004	-0.001
Si	2.847	-0.794	12.009	0.001	-0.003	0.003
Si	8.407	-7.203	11.634	-0.004	-0.004	0.002
Si	1.781	-8.75	17.642	-0.001	0.002	0.003
Si	6.831	0.912	11.142	0.009	0.006	0.007
Si	5.827	-8.996	11.438	0.01	0.004	-0.004
Si	-5.645	-4.282	18.268	-0.001	0	0.005
Si	9.551	2.021	14.324	0.002	0	-0.016
Si	-4.809	-12.041	16.686	0.003	-0.001	0.002
Si	-1.754	-6.921	14.958	0.001	0.002	-0.008
Si	1.141	1.297	10.695	0.003	0.014	-0.008
Si	1.015	-8.473	11.263	-0.001	0	-0.006
Si	2.419	-3.974	16.221	0.011	-0.006	0.012
Si	-3.946	-3.473	11.527	-0.001	-0.006	-0.005
Si	9.361	2.802	11.465	0	0.001	0
Si	-7.109	-12.774	18.503	0.001	-0.001	0.003
Si	-1.669	1.998	11.493	-0.003	0.001	-0.002
Si	-5.461	5.641	10.827	-0.001	-0.003	0.004
Si	1.571	-3.01	18.881	0.006	-0.002	0.007
Si	-1.501	-6.504	19.314	-0.002	-0.001	0.002
Si	-0.609	-9.447	13.544	0.007	0.004	-0.01
Si	4.591	0.622	16.438	-0.001	0	0.005
Si	4.522	-9.159	16.357	-0.001	0	0.003
Si	-3.832	-6.707	17.207	-0.001	-0.001	0.008
Si	4.69	-6.174	16.836	0	0.003	0.006
Si	5.808	4.801	14.19	0	0.004	-0.012
Si	7.554	-5.776	17.035	0.002	-0.001	0.008
Si	0.139	-2.253	12.287	0.001	-0.003	0
Si	-2.077	-12.582	17.659	-0.007	0.001	0.011
Si	9.403	-2.985	13.743	-0.005	-0.001	-0.006
Si	6.354	1.766	13.984	-0.001	-0.005	-0.013
Si	-4.411	-0.69	15.176	-0.002	-0.002	-0.008
Si	2.015	-13.252	17.285	0.006	0.003	0.01
Si	8.295	-5.672	14.277	-0.004	-0.001	-0.008
Si	-1.631	-0.074	13.866	-0.002	0.006	-0.016
Si	-1.346	-4.672	12.719	-0.003	-0.007	-0.009
Si	-5.536	-9.244	17.782	0	0.003	0.015
Si	-1.152	-1.83	18.689	-0.002	0.002	0
Si	6.147	-6.925	19.244	0.002	-0.006	0.009
Si	6.297	0.692	19.136	-0.004	-0.002	-0.004
Si	-4.147	-1.643	18.091	-0.006	-0.003	0.005
Si	7.179	-10.378	16.852	0.002	0.004	0.003
Si	3.98	-1.875	14.703	0.003	0.002	-0.006
O	-4.002	-5.11	21.788	0.003	0.002	-0.001
O	-5.959	-1.083	21.783	0.003	-0.003	0
O	-3.395	-0.386	21.575	-0.005	0.002	0.006
O	-4.355	-11.686	21.056	0.007	0.002	0.003
O	-3.729	-8.284	21.27	0.003	-0.002	0.006
O	-6.205	-9.081	21.935	0.002	-0.002	-0.012
O	-2.016	-12.697	21.804	-0.005	-0.002	-0.01
O	1.462	-4.869	21.983	0.008	-0.003	0.002
O	4.024	-4.732	21.353	-0.005	-0.005	0.003
O	4.149	-1.42	21.223	0.004	0.002	0.008
O	1.663	-1.185	22.097	0.002	-0.001	0.002
O	1.24	-12.821	21.567	0.006	-0.001	0.005
O	3.699	-12.356	21.073	-0.007	-0.004	0.004
O	1.544	-8.865	21.884	0.007	0.004	-0.019
O	3.732	-9.248	20.413	0.015	0.006	0.02
O	5.449	-8.819	22.306	0.01	-0.012	-0.026
O	0.227	-5.759	9.029	0.003	0.011	0.017
O	3.577	-6.467	9.137	0.003	0.003	-0.012
O	6.136	-5.075	9.909	0.002	0	0.003
O	5.813	-1.91	9.183	0.007	0.002	0.01
O	-2.321	-6.466	9.416	0.005	0	0.006
O	-5.799	-6.799	20.668	0.002	0.004	0.005
O	-5.742	-4.325	19.906	0.001	-0.001	0
O	5.609	-14.35	15.271	0.001	0.001	0.003
O	-5.276	-14.168	20.823	0	-0.002	0.003
O	-5.478	-9.16	19.41	-0.004	-0.002	-0.003
O	-2.586	-2.915	21.289	-0.003	-0.009	0.002
O	-1.911	-5.182	20.162	-0.002	-0.002	0.004
O	3.486	-13.664	16.706	-0.002	0	0.002
O	5.724	1.48	10.075	-0.001	-0.001	0.001
O	-2.084	-10.27	20.688	-0.001	-0.001	0.007
O	-1.103	-11.43	17.061	0.003	-0.001	0.002
O	-1.243	-7.744	20.359	0.003	0.004	0.002
O	2.126	-4.399	19.524	-0.003	0.005	0.001
O	-0.069	-3.048	18.85	0.004	-0.003	0.004
O	-1.204	-0.983	20.106	0.009	0.001	-0.008
O	-0.872	0.55	15.18	0.006	0.003	0.012
O	-7.208	-6.423	15.72	0	-0.005	0.01
O	2.761	0.697	20.534	-0.001	0	0.005
O	4.742	-6.644	18.42	-0.001	0.003	-0.007
O	6.126	-3.156	20.849	-0.004	-0.003	0.003
O	6.314	-5.772	20.379	-0.009	0.002	0.003
O	-4.73	-0.797	19.35	0.001	-0.001	0.006
O	6.447	-0.662	20.028	-0.003	-0.002	0.009
O	5.827	-10.906	20.621	0.001	0.006	0.004
O	5.762	-13.562	20.085	0.002	-0.004	0.001
O	6.212	-8.412	19.864	-0.025	-0.01	0.022
O	-4.665	-10.512	17.234	-0.001	-0.007	-0.001
O	-2.106	1.508	9.991	0.002	-0.007	0.011
O	0.424	-0.006	9.96	-0.005	-0.002	0.015
O	-0.189	4.852	14.628	0.002	0	0.008
O	4.408	-8.306	11.02	-0.011	0	-0.003
O	-1.387	5.505	12.228	-0.004	-0.004	0.006
O	-0.545	-6.902	16.015	0.001	0.006	0.003
O	3.765	-0.992	10.669	0.002	0.003	0.008
O	1.606	5.694	10.45	0	0.005	0.005
O	4.208	-5.716	11.606	0.001	0.003	0
O	3.949	-3.567	10.103	0.001	0.002	0.007
O	-7.723	-14.283	18.58	0.001	0.001	0.003
O	2.274	-2.902	17.425	0.006	-0.012	-0.014
O	7.508	-0.515	10.608	-0.004	-0.002	0.005
O	8.642	-6.827	13.197	-0.002	-0.001	0.002
O	6.087	5.287	10.36	0.005	-0.003	0.016
O	8.021	-3.261	10.053	-0.002	0.001	0.006
O	-5.256	2.37	10.143	0.002	-0.001	0.002
O	6.058	-5.316	16.596	-0.004	0.001	0
O	7.904	2.127	11.261	-0.008	-0.005	0.001
O	-5.396	2.212	12.794	-0.001	-0.001	0.01
O	-0.341	-7.925	10.493	0.002	-0.002	0
O	2.166	0.696	11.849	-0.004	-0.006	0
O	-0.185	-6.068	18.451	0.003	0	-0.002
O	-0.434	-2.374	10.752	-0.009	0.013	-0.013
O	7.932	1.886	14.366	0.001	-0.001	0.009
O	6.859	-4.942	13.931	0	-0.002	0.009
O	-1.633	-8.373	14.233	-0.002	0.003	0.006
O	2.823	-3.038	14.932	-0.001	-0.002	0.011
O	-7.111	-4.491	17.598	-0.001	-0.002	0
O	3.199	-9.43	17.25	0	0.001	0
O	1.001	-4.813	16.234	0.004	0.001	0.004
O	-5.473	-12.139	15.201	0	0.001	0.01
O	-3.896	5.609	11.319	-0.004	0.002	0.003
O	-2.681	-2.321	18.382	0	0	0.002
O	-1.357	-14.024	17.676	0	-0.003	-0.001
O	-5.273	-3.046	12.333	0.005	0	0
O	2.059	-1.651	19.6	0	-0.005	0.005
O	6.926	-7.805	11.36	0.007	0.001	0
O	-5.701	-12.927	17.717	0.002	0	0
O	1.805	-7.187	17.164	-0.003	0.002	0.001
O	2.611	-6.818	20.565	-0.001	0	0.01
O	2.064	-7.227	11.22	0.003	0.001	0
O	-2.507	-3.827	8.825	0.015	0.016	0.012
O	-5.211	-2.811	17.788	0.005	0.003	0.001
O	7.425	-6.875	18.228	-0.003	0.002	0.002
O	-4.928	-7.889	17.164	0.001	0	0.001
O	-1.581	-5.714	13.91	-0.001	-0.002	0.009
O	1.48	-8.846	19.236	0.004	0	0.002
O	7.096	-10.584	15.218	0.002	-0.002	0.006
O	0.587	-9.496	16.856	0	-0.005	0.004
O	1.405	-12.001	16.406	-0.001	0.001	0.004
O	-2.688	-7.013	18.323	-0.003	0.002	0
O	-3.33	-12.688	16.633	-0.002	0.001	0.003
O	5.791	-9.631	17.278	0	-0.004	0
O	-0.023	2.189	11.459	0.001	-0.007	0.005
O	3.996	-0.829	15.963	-0.001	-0.003	0.001
O	-4.057	-0.709	16.765	0.001	-0.002	0.008
O	5.332	0.384	17.87	0.001	0	0.003
O	2.059	-12.848	18.9	-0.001	0	-0.005
O	-1.814	-1.212	8.863	-0.023	-0.003	0.017
O	3.717	-0.959	13.372	0	-0.001	0.006
O	8.553	-5.821	10.775	0	-0.001	0.001
O	-3.172	-6.666	15.718	0.002	0	0.004
O	-0.638	-1.016	17.375	0.002	0.004	0
O	-2.53	3.353	11.72	0.001	-0.002	0.005
O	5.92	5.794	12.908	0	-0.009	0.02
O	-2.041	1.033	12.744	0	-0.001	0.007
O	7.339	-11.793	17.667	-0.001	0.002	0.001
O	7.842	-2.546	13.463	0	0.002	0.009
O	1.721	-1.961	12.13	-0.001	0.001	0.004
O	3.551	-5.111	16.449	-0.015	0.012	0
O	9.43	-4.498	14.366	0.003	0.002	0.009
O	-0.593	-1.092	13.15	0.004	-0.004	0.003
O	-3.018	-0.794	14.327	-0.004	-0.007	0.009
O	4.499	-10.116	15.024	-0.002	-0.001	0.006
O	-7.047	-9.421	17.23	-0.007	-0.004	0
O	-6.8	-12.18	20.007	-0.011	0.002	-0.008
O	4.627	-7.563	15.951	0	0.002	0.007
O	-4.57	-5.331	17.637	0.002	-0.004	0
O	9.503	-8.326	11.225	-0.004	0.003	0.002
O	-5.214	0.687	14.901	-0.003	0.002	0.007
O	5.421	-2.653	14.553	-0.004	0.001	0.006
O	0.74	-8.787	12.855	-0.005	-0.006	0.013
O	-2.705	-3.783	12.535	-0.002	0.001	0.001
O	-3.641	-2.182	10.566	0.014	0	-0.008
O	-0.915	-5.479	11.39	-0.001	0.004	0.006
O	-4.173	-4.816	10.594	0.005	0.005	0.001
O	6.186	0.798	12.653	-0.003	0.005	0.01
O	-0.114	-3.661	13.063	0.006	0.004	0.006
O	9.194	4.432	11.618	-0.003	0.002	0.001
O	-2.56	-12.322	19.184	0.004	-0.001	-0.003
O	5.7	-3.507	12.075	0	-0.001	0
O	1.101	-14.568	16.984	0.001	0	0.003
O	5.697	3.248	13.688	-0.001	0.001	0.006
O	-5.359	-1.946	14.762	0.001	0.003	0.005

Results
free energy: -274587.937 eV
free energy less fixed offsets of O -568.88, Si -635.61 eV per atom: -12.657 eV

The program warned: the cutoff lies below the one the program advises for these potential files; the forces do not sum to zero within the program's tolerance; the exchange-correlation potential is rough where the density is thin.
